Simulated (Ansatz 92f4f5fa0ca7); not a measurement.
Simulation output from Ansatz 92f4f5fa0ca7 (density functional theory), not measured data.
Periodic cell of 216 atoms, Si133O82H1, from a study of silicon, its oxide and their interface. The atomic structure is a simulated model.

Settings: functional PBE; potential files Ansatz PAW; basis plane waves; wave-function cutoff 700 eV; density cutoff ratio 5; exchange-correlation grid ratio 1; k mesh 2 x 2 x 1, shifted by 0.5 0.5 0.5 of a step; self-consistency stop 5e-08 eV per atom in the density residual; occupations fixed; spin none; net charge +1 e, with a uniform compensating background and no finite-size correction.

Cell vectors (angstrom)
a	10.938	0	0
b	0	10.938	0
c	0	0	31.3244

Atoms: element, x, y, z (angstrom)
Si	0.2232	-0.7049	23.8983
Si	5.0151	0.338	23.8904
Si	3.2228	2.1302	23.7476
Si	7.8802	3.0574	23.9559
Si	-0.6039	6.1231	23.9276
Si	6.1386	4.8926	23.9386
Si	2.1725	8.7639	23.9468
Si	8.5903	7.7377	24.2096
Si	1.3205	1.2555	24.9543
Si	6.7744	1.3649	25.162
Si	4.1681	3.9747	25.0123
Si	9.5773	4.1742	25.1336
Si	1.3431	6.8528	25.0818
Si	6.812	6.713	25.287
Si	3.9909	9.6192	25.2141
Si	9.5631	9.4813	25.4111
Si	2.6579	0.0479	26.5616
Si	8.1677	0.0278	26.5461
Si	0.033	2.7198	26.4205
Si	5.4621	2.7309	26.5645
Si	2.7695	5.4245	26.409
Si	8.2404	5.4415	26.6246
Si	0.0706	8.1377	26.6352
Si	5.4261	8.2069	26.5101
Si	4.1018	1.3673	27.9061
Si	9.5708	1.3673	27.9061
Si	1.3673	4.1018	27.9061
Si	6.8362	4.1018	27.9061
Si	4.1018	6.8362	27.9061
Si	9.5708	6.8362	27.9061
Si	1.3673	9.5708	27.9061
Si	6.8362	9.5708	27.9061
Si	0	0	29.2734
Si	5.469	0	29.2734
Si	2.7345	2.7345	29.2734
Si	8.2035	2.7345	29.2734
Si	0	5.469	29.2734
Si	5.469	5.469	29.2734
Si	2.7345	8.2035	29.2734
Si	8.2035	8.2035	29.2734
Si	1.3673	1.3673	30.6406
Si	6.8362	1.3673	30.6406
Si	4.1018	4.1018	30.6406
Si	9.5708	4.1018	30.6406
Si	1.3673	6.8362	30.6406
Si	6.8362	6.8362	30.6406
Si	4.1018	9.5708	30.6406
Si	9.5708	9.5708	30.6406
Si	2.7345	0	0.6835
Si	8.2035	0	0.6835
Si	0	2.7345	0.6835
Si	5.469	2.7345	0.6835
Si	2.7345	5.469	0.6835
Si	8.2035	5.469	0.6835
Si	0	8.2035	0.6835
Si	5.469	8.2035	0.6835
Si	4.1018	1.3673	2.0507
Si	9.5708	1.3673	2.0507
Si	1.3673	4.1018	2.0507
Si	6.8362	4.1018	2.0507
Si	4.1018	6.8362	2.0507
Si	9.5708	6.8362	2.0507
Si	1.3673	9.5708	2.0507
Si	6.8362	9.5708	2.0507
Si	0	0	3.418
Si	5.469	0	3.418
Si	2.7345	2.7345	3.418
Si	8.2035	2.7345	3.418
Si	0	5.469	3.418
Si	5.469	5.469	3.418
Si	2.7345	8.2035	3.418
Si	8.2035	8.2035	3.418
Si	1.3623	1.4185	4.7827
Si	6.7904	1.3908	4.787
Si	4.1115	4.0793	4.7621
Si	9.6119	4.1189	4.8375
Si	1.3949	6.843	4.8906
Si	6.8126	6.8543	4.7273
Si	4.0427	9.6123	4.878
Si	9.6379	9.4987	4.6706
Si	2.6697	0.1328	6.2816
Si	8.1909	-0.1073	5.8916
Si	0.1178	2.8419	6.2468
Si	5.4617	2.7599	6.2336
Si	2.7858	5.376	6.2247
Si	8.2486	5.57	6.1159
Si	0.075	8.3714	6.2358
Si	5.469	8.1819	6.1652
Si	3.7055	1.8638	7.59
Si	9.696	1.1469	7.0711
Si	1.9862	3.6166	7.6766
Si	6.448	4.6531	7.2913
Si	4.6296	6.3169	7.3533
Si	9.1334	7.449	7.2445
Si	0.6548	10.4287	7.4255
Si	7.3616	9.0715	7.2292
O	7.1433	4.192	9.0516
O	7.2573	9.1783	8.92
O	9.283	7.4056	8.9334
O	0.8791	10.4913	9.0805
O	4.1907	1.47	9.1513
O	1.8473	3.9581	9.3241
O	8.3499	1.8454	7.9247
O	4.2336	6.5174	8.9489
O	8.2778	8.2593	22.6631
O	8.5689	2.3035	22.6226
O	6.072	5.6526	22.4508
O	2.7884	2.5673	22.1842
O	10.3981	9.989	22.386
O	0.1686	3.6771	18.2901
O	2.641	8.6311	22.3553
O	5.5487	-0.4855	22.5446
Si	7.0755	5.229	10.506
Si	-1.301	3.9049	11.2232
Si	3.2832	7.2483	10.0283
Si	3.1782	13.5212	15.8233
Si	-1.3282	12.2452	12.7446
Si	-0.2368	5.2651	21.0292
Si	6.3635	10.3099	21.1395
Si	9.0557	-1.6377	21.6845
Si	6.262	-7.9367	15.1935
Si	1.4547	-1.4697	10.1982
Si	7.8338	2.5582	9.2612
Si	5.7969	0.7317	18.5891
Si	-1.6914	2.5331	21.1506
Si	7.7326	5.0342	17.0844
Si	6.9035	3.2485	19.4025
Si	1.5164	4.7524	10.7239
Si	5.2428	5.2605	21.11
Si	3.4425	-0.2096	16.8625
Si	5.2133	3.7583	12.4434
Si	9.8637	-1.4083	11.8106
Si	-3.5003	11.2414	14.533
Si	5.0985	-1.6877	14.5832
Si	2.5753	3.8926	21.2506
Si	1.6653	3.0181	18.4663
Si	-0.8131	10.3809	14.6646
Si	8.0544	8.0547	9.8211
Si	5.0194	8.0286	19.5758
Si	13.2657	9.1689	20.8524
Si	10.7461	-5.6844	17.9774
Si	5.2132	7.0231	16.6148
Si	5.1336	12.2871	10.4828
Si	11.606	11.5809	20.0362
Si	4.0269	9.6336	11.6656
Si	-0.2062	8.8553	19.3895
Si	2.5224	4.3382	13.5827
Si	2.1957	6.2806	16.0121
Si	1.043	8.9498	16.7367
O	2.1986	-2.6643	9.3461
O	6.1676	8.8752	20.3693
O	9.2107	2.8719	10.0335
O	-0.2676	10.49	19.2815
O	1.0969	8.3261	20.2069
O	-2.8425	2.3023	20.0108
O	2.4139	2.9712	14.4409
O	-0.1182	4.9044	10.757
O	-1.0181	2.8863	12.4578
O	9.5595	4.122	21.0503
O	5.7517	4.7601	11.2632
O	14.5658	8.7865	19.9571
O	3.7259	-5.9698	21.6171
O	9.9093	9.299	13.4319
O	5.8954	3.8821	20.5158
O	5.1243	8.0033	17.9341
O	8.6859	-11.239	15.4134
O	9.345	-5.4868	17.1051
O	13.1636	-1.1217	17.4539
O	13.5563	3.6071	19.6512
O	2.0046	5.5584	14.5413
O	5.7828	11.5049	20.2105
O	6.6116	-4.754	16.7876
O	10.6157	1.6377	20.9179
O	-2.5923	4.8779	11.4432
O	4.2496	-2.7896	10.9905
O	2.3758	6.1318	10.7977
O	12.8013	-0.1708	20.8571
O	7.0307	6.7803	10.0976
O	22.1091	-2.0602	11.0945
O	4.0653	4.6368	13.1626
O	4.7293	14.0527	15.7434
O	-0.0329	-2.593	17.8315
O	6.0918	13.257	18.3316
O	-0.5495	6.3012	22.2498
O	2.51	14.2302	17.1126
O	-2.9628	-0.4472	21.3717
O	5.078	10.7718	11.1008
O	1.1063	5.7609	17.118
O	-4.4681	10.0096	14.1348
O	1.1453	4.5786	21.5406
O	-4.0768	-0.2712	17.8685
O	-8.4069	10.1561	11.2246
O	6.6417	1.427	15.3784
O	3.7717	6.1894	16.5135
O	4.2947	11.3038	18.1035
O	6.312	3.4011	13.59
O	5.3994	7.7444	15.1377
O	0.2687	9.9422	15.7329
O	12.6987	7.8363	15.7957
O	-0.3507	11.8037	13.9789
O	6.6915	1.729	10.0448
O	-0.2388	-5.0185	19.504
O	-2.8887	22.9199	13.1944
O	5.1765	6.4706	20.0356
O	1.7725	4.0245	12.1628
O	-6.548	9.9265	15.8472
O	9.4183	-2.4432	20.2862
O	-3.5349	3.8843	15.9559
O	-6.7985	9.3715	13.2625
O	4.6952	2.4079	11.6589
O	2.8885	1.0047	15.9459
O	9.8452	0.2266	11.5094
O	8.5593	8.7397	11.2041
O	7.5237	4.504	18.5978
O	1.398	12.4037	18.834
H	-3.2138	0.0644	17.5751

Results
free energy: -131218.684 eV
free energy less fixed offsets of H -17.10, O -569.03, Si -635.61 eV per atom: -4.994 eV

Forces (eV/angstrom), in the order of the atoms: element, x, y, z
Si	0.0063	-0.0613	-0.0473
Si	-0.0126	-0.004	-0.041
Si	0.0382	-0.0077	-0.0549
Si	-0.0169	0.0119	-0.06
Si	-0.0583	0.0637	-0.0524
Si	0.0664	-0.0026	-0.0516
Si	-0.0376	0.0571	-0.0709
Si	0.0532	-0.0245	-0.0693
Si	0.0067	-0.0371	0.0193
Si	-0.0381	-0.0061	-0.0145
Si	0.0309	0.0071	0.0038
Si	-0.0012	0.0238	0.0017
Si	-0.0198	0.0117	0.0397
Si	0.0175	0.0087	0.0118
Si	-0.0048	-0.0061	-0.0081
Si	-0.0038	0.0185	-0.0174
Si	-0.0105	0.016	-0.0405
Si	-0.0072	0.006	0.0661
Si	0.0205	-0.01	0.0715
Si	-0.0191	0.0032	-0.0448
Si	-0.0062	0.0024	0.0617
Si	0.0084	-0.0216	-0.0435
Si	0.0272	-0.0134	-0.0382
Si	-0.0019	-0.011	0.0398
Si	-0.2674	0.1087	0.18
Si	0.1173	0.2851	-0.4613
Si	0.1857	-0.1248	-0.7755
Si	-0.0177	-0.1967	0.4153
Si	-0.2426	-0.221	-0.4632
Si	0.219	-0.1695	0.7492
Si	0.1366	0.0819	0.5874
Si	-0.2087	-0.0658	-0.2016
Si	-0.0247	-0.0636	-0.0188
Si	-0.0788	-0.1116	-0.0141
Si	0.0653	0.0122	-0.0016
Si	0.0036	0.0256	0.0091
Si	-0.1156	0.0485	0.0176
Si	0.0071	-0.0188	-0.0291
Si	-0.0121	0.0524	0.0081
Si	0.0255	-0.0157	-0.023
Si	-0.0233	0.0036	0.0004
Si	0.0499	-0.0055	-0.0194
Si	-0.0276	0.0339	0.0118
Si	0.0176	-0.043	-0.0013
Si	0.0514	-0.0284	-0.0101
Si	0.0022	0.0166	-0.0002
Si	0.0341	-0.0265	0.002
Si	-0.0338	0.0422	0.0038
Si	0.0438	-0.0403	-0.0211
Si	-0.049	0.009	0.0056
Si	-0.0807	0.0203	0.0095
Si	0.0257	-0.0423	0.0117
Si	-0.0434	0.0623	0.0031
Si	0.0874	-0.025	-0.0207
Si	-0.0334	-0.0223	0.006
Si	-0.0152	0.0352	0.0112
Si	-0.0909	-0.09	-0.0291
Si	0.0487	-0.0192	0.0248
Si	0.1241	0.0564	0.0359
Si	0.0361	0.0735	-0.0018
Si	0.0303	-0.0221	0.027
Si	-0.1129	-0.0079	-0.0403
Si	0.0353	0.0972	-0.0016
Si	0.0651	-0.0332	0.0573
Si	0.2435	0.2752	-0.3608
Si	-0.46	0.0358	0.3176
Si	0.0359	-0.0423	-0.3608
Si	0.1218	0.1117	0.4196
Si	0.1211	0.3314	0.4563
Si	-0.0858	-0.0977	-0.3336
Si	0.0121	0.0193	0.5901
Si	0.0375	-0.3065	-0.7179
Si	0.0223	0.0068	0.0319
Si	-0.0228	0.0082	-0.0763
Si	0.0079	-0.0074	0.0584
Si	0.0123	0.0083	-0.079
Si	-0.0238	0.0266	-0.0547
Si	0.0028	-0.0105	0.0432
Si	0.0027	-0.0102	-0.0316
Si	0.0333	0.0001	0.0376
Si	0.0137	-0.009	-0.0196
Si	-0.0267	-0.0515	0.0381
Si	0.0373	-0.0055	0.0008
Si	-0.0227	0.0239	-0.0135
Si	-0.0136	-0.0127	0.0036
Si	-0.0048	-0.0098	0.0077
Si	-0.0038	0.0171	-0.0473
Si	0.0173	-0.0002	-0.0383
Si	-0.0205	-0.011	0.065
Si	-0.0011	-0.0416	0.0527
Si	0.034	0.0025	0.0581
Si	-0.0476	0.0417	-0.001
Si	0.0546	-0.0652	0.0803
Si	-0.0471	0.0533	0.063
Si	-0.0953	0.0628	0.0753
Si	0.05	-0.0258	0.047
O	0.0078	-0.0166	0.0422
O	0.0176	-0.0232	0.001
O	-0.0255	0.0072	0.0078
O	0.0142	-0.0272	-0.0123
O	0.0109	0.0103	-0.0096
O	-0.0031	0.0007	-0.032
O	0.012	0.0023	0.0111
O	-0.0122	0.0227	-0.0215
O	0.0058	0.0163	0.0075
O	-0.0036	0.0217	-0.0068
O	-0.021	-0.0245	-0.0034
O	0.0045	0.0109	0.0163
O	-0.0163	0.0011	0.0026
O	0.0166	0.0057	-0.0006
O	-0.0112	-0.0042	0.0005
O	0.0032	0.0159	0.0043
Si	0.0012	0.0098	-0.0045
Si	0.0044	-0.0016	0.0024
Si	0.0063	0.0046	0.0009
Si	-0.0027	0.0002	0.0017
Si	0.003	-0.0005	-0.0003
Si	-0.0064	0.0046	-0.0006
Si	0.0158	0.0017	0.0033
Si	-0.0177	0.0005	0.0035
Si	0.0023	0.0025	0.0056
Si	0.0018	-0.0074	0.0097
Si	0.0134	-0.0182	-0.008
Si	-0.0046	-0.0015	0.0046
Si	-0.0056	-0.0067	-0.0001
Si	-0.001	-0.0034	0.0072
Si	0.0027	-0.0017	0.0036
Si	-0.0085	0.0088	0.0144
Si	0.0003	0.0015	-0.0019
Si	-0.0037	0.0005	0.0089
Si	0.0007	-0.0003	0.0057
Si	-0.0044	-0.0028	0.0016
Si	0.0017	-0.0042	0.0023
Si	0.0016	-0.0067	0.0003
Si	0.0021	0.0113	-0.0061
Si	-0.0027	-0.0033	0.0031
Si	0.0026	-0.0016	0.0042
Si	-0.0015	0.0017	-0.0191
Si	0.0035	0.0012	-0.0021
Si	0.0039	0.0006	0.0053
Si	-0.004	-0.0029	0.0105
Si	0.0027	0.0106	0.0008
Si	0.0076	-0.0039	0.009
Si	0.0006	-0.0015	0.0029
Si	0.0024	-0.0013	0.0029
Si	-0.0051	-0.0011	-0.0027
Si	-0.0039	-0.0007	0.0042
Si	-0.0041	0.0054	-0.0053
Si	-0.0008	-0.0004	0.0036
O	0.0081	0.0105	0.0326
O	-0.0041	0.0099	-0.0064
O	-0.0182	0.0259	0.0107
O	0.0268	-0.0077	0.0175
O	-0.0055	0.0371	-0.0018
O	0.0032	0.0178	0.0045
O	0.0236	0.0303	0.0069
O	-0.0004	-0.0151	-0.0055
O	-0.0095	0.0002	-0.0017
O	0.0214	-0.0004	-0.0034
O	0.0194	-0.0038	-0.0133
O	0.0042	-0.0013	0.0015
O	-0.0036	-0.0225	-0.0196
O	0.0018	0.0383	-0.0124
O	0.0005	0.0129	-0.0053
O	-0.0017	-0.0209	0.0077
O	0.0036	0.0129	-0.0432
O	0.0182	0.0041	-0.0015
O	0	0.0005	-0.0285
O	-0.0119	-0.0032	0.0131
O	0.015	-0.0067	0.0139
O	0.0101	-0.0213	-0.0122
O	-0.0032	-0.0076	0.003
O	-0.0082	0.0078	-0.0187
O	-0.0103	-0.0113	-0.0258
O	-0.0243	0.0095	-0.0079
O	0.0048	-0.0136	-0.0158
O	-0.01	-0.0171	-0.0254
O	0.0176	-0.0045	0.0137
O	0.0015	0.0291	-0.0061
O	-0.0097	-0.0172	0.0055
O	-0.0033	-0.0042	-0.0187
O	0.0224	0.0312	-0.0045
O	0.0084	-0.0088	0.0134
O	0.0062	-0.0247	0.0051
O	-0.0022	-0.0131	-0.01
O	-0.0111	-0.0137	-0.0023
O	-0.0219	0.0128	-0.0024
O	-0.002	-0.0086	-0.0098
O	0.001	0.0125	0.0202
O	0.0106	-0.0154	-0.0081
O	0.1028	0.0741	-0.0644
O	0.0075	-0.0299	-0.0143
O	0.0107	0.0042	-0.0213
O	-0.0097	0.0061	-0.002
O	0.0083	0.0006	-0.0187
O	-0.0268	-0.0012	0.0107
O	-0.0013	0.0009	0.0033
O	-0.0089	-0.0062	-0.0009
O	0.0055	-0.0051	0.0144
O	-0.0398	-0.0271	-0.0167
O	-0.0128	0.0213	-0.0079
O	-0.0001	-0.0311	-0.0021
O	0.027	-0.016	0.027
O	0.0065	-0.0001	0.0142
O	0.0129	0.0054	-0.003
O	0.0003	0.0088	-0.0057
O	-0.0014	0.015	0.0208
O	-0.0115	-0.0072	0.0027
O	0.004	0.0073	-0.0099
O	0.0234	-0.0017	-0.0109
O	0.0031	0.0026	0.0216
O	0.0033	-0.0212	0.032
O	0.0114	-0.0002	-0.0158
O	-0.0114	-0.0189	-0.0107
O	-0.0027	0.0098	0.0142
H	-0.1204	-0.0601	0.0836

The program warned: the cutoff lies below the one the program advises for these potential files; the exchange-correlation potential is rough where the density is thin.
